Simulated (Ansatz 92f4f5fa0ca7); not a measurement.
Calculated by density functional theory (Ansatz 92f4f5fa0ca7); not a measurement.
Periodic cell of 223 atoms, Si133O90, from a study of silicon, its oxide and their interface. The atomic structure is a simulated model.
Doubt: the cutoff is far below the 930 eV that the study's wrapper takes by default for these files, so forces and energies are approximate.

Settings: functional PBE; potential files Ansatz PAW; basis plane waves; wave-function cutoff 580 eV; density cutoff ratio 5; exchange-correlation grid ratio 1; k mesh 1 x 1 x 1, Gamma-centred; self-consistency stop 5e-08 eV per atom in the density residual; occupations fixed; spin none; net charge 0.

Cell vectors (angstrom)
a	10.938	0	0
b	0	10.938	0
c	0	0	32.3345

Atoms: element, x, y, z (angstrom)
Si	0.4653	-0.5523	24.7713
Si	5.5616	-0.278	24.9234
Si	2.578	2.9458	24.946
Si	8.0606	2.9626	24.678
Si	0.3493	5.2307	24.8395
Si	4.8513	6.0203	24.8309
Si	2.7134	8.2334	25.3158
Si	7.9492	8.5564	24.7208
Si	1.3749	1.2718	26.0936
Si	6.7864	1.4478	26.0383
Si	4.0697	4.2221	26.2117
Si	9.5618	4.1304	26.0894
Si	1.2791	6.7792	26.3594
Si	6.7749	6.891	26.0079
Si	4.171	9.5972	26.4652
Si	9.5868	9.5779	26.098
Si	2.7157	0.054	27.6109
Si	8.2003	0.0634	27.4677
Si	-0.0154	2.6988	27.4809
Si	5.4573	2.7764	27.5093
Si	2.7116	5.4675	27.6456
Si	8.1708	5.5062	27.4593
Si	-0.0853	8.2238	27.5819
Si	5.5438	8.1466	27.6165
Si	4.1018	1.3673	28.9163
Si	9.5708	1.3673	28.9163
Si	1.3673	4.1018	28.9163
Si	6.8362	4.1018	28.9163
Si	4.1018	6.8362	28.9163
Si	9.5708	6.8362	28.9163
Si	1.3673	9.5708	28.9163
Si	6.8362	9.5708	28.9163
Si	0	0	30.2835
Si	5.469	0	30.2835
Si	2.7345	2.7345	30.2835
Si	8.2035	2.7345	30.2835
Si	0	5.469	30.2835
Si	5.469	5.469	30.2835
Si	2.7345	8.2035	30.2835
Si	8.2035	8.2035	30.2835
Si	1.3673	1.3673	31.6508
Si	6.8362	1.3673	31.6508
Si	4.1018	4.1018	31.6508
Si	9.5708	4.1018	31.6508
Si	1.3673	6.8362	31.6508
Si	6.8362	6.8362	31.6508
Si	4.1018	9.5708	31.6508
Si	9.5708	9.5708	31.6508
Si	2.7345	0	0.6835
Si	8.2035	0	0.6835
Si	0	2.7345	0.6835
Si	5.469	2.7345	0.6835
Si	2.7345	5.469	0.6835
Si	8.2035	5.469	0.6835
Si	0	8.2035	0.6835
Si	5.469	8.2035	0.6835
Si	4.1018	1.3673	2.0507
Si	9.5708	1.3673	2.0507
Si	1.3673	4.1018	2.0507
Si	6.8362	4.1018	2.0507
Si	4.1018	6.8362	2.0507
Si	9.5708	6.8362	2.0507
Si	1.3673	9.5708	2.0507
Si	6.8362	9.5708	2.0507
Si	0	0	3.418
Si	5.469	0	3.418
Si	2.7345	2.7345	3.418
Si	8.2035	2.7345	3.418
Si	0	5.469	3.418
Si	5.469	5.469	3.418
Si	2.7345	8.2035	3.418
Si	8.2035	8.2035	3.418
Si	1.2997	1.4185	4.7226
Si	6.8909	1.3521	4.8844
Si	4.2009	4.0131	4.7119
Si	9.5401	4.1011	4.8623
Si	1.3482	6.8473	4.7893
Si	6.8605	6.7912	4.7411
Si	4.125	9.5638	4.7271
Si	9.6237	9.5411	4.8415
Si	2.8437	0.1648	5.9424
Si	8.2197	-0.111	6.2877
Si	-0.0675	2.651	6.2258
Si	5.596	2.8366	6.2652
Si	2.715	5.3188	5.9023
Si	8.2195	5.5542	6.2596
Si	0.1281	8.2477	6.3223
Si	5.4135	8.096	6.0223
Si	3.86	1.7323	7.3511
Si	9.9516	0.9111	7.6018
Si	1.5846	3.8792	7.3431
Si	6.5537	4.5599	7.6802
Si	4.1367	6.5245	7.2321
Si	9.3354	7.1834	7.6118
Si	1.5462	9.9231	7.4378
Si	6.8639	9.2024	7.4445
O	10.9885	5.8919	23.3583
O	4.5319	0.0361	23.674
O	8.0587	8.1849	8.0379
O	2.7149	2.798	7.8821
O	7.1496	4.0639	23.8464
O	1.6765	9.2649	24.519
O	5.2954	5.5922	7.9542
O	0.3388	-0.0384	8.0179
O	7.0351	4.216	9.2273
O	5.7227	9.6613	8.5738
O	10.0059	6.5262	8.9729
O	2.8903	9.6092	8.7668
O	4.3242	0.939	8.7075
O	1.0171	4.7047	8.6385
O	9.2849	1.3081	9.0444
O	2.9863	7.0559	8.2817
O	7.3905	6.2254	22.2281
O	8.8779	2.1382	23.5052
O	5.0917	5.4973	23.2924
O	3.3228	2.4058	23.5745
O	10.9177	-0.254	23.2198
O	3.7354	7.2103	24.4926
O	1.4351	4.0413	24.4938
O	6.7502	9.6523	24.3584
Si	14.6293	1.0618	22.7328
Si	-1.2865	2.582	22.1364
Si	0.7145	11.5316	22.0214
Si	11.5906	0.7418	14.9181
Si	5.7295	-0.683	11.9262
Si	11.6441	15.7321	12.5993
Si	9.3457	1.5311	10.6647
Si	5.2654	4.028	19.9551
Si	9.8008	8.0293	13.4499
Si	10.3858	-2.9735	16.4083
Si	10.7991	5.2452	9.6299
Si	-0.2952	5.4446	21.818
Si	8.5112	-1.2878	11.4309
Si	8.7751	5.0276	13.1606
Si	7.2201	3.518	15.5424
Si	12.25	6.0351	15.32
Si	5.6754	5.6514	17.2958
Si	4.4148	10.3572	9.265
Si	13.4006	1.4474	18.6558
Si	9.6623	0.7524	19.8149
Si	-1.1259	2.2475	16.9379
Si	12.6074	9.8656	17.1552
Si	5.1554	1.1034	20.0105
Si	3.5666	7.7296	16.3926
Si	13.0112	4.1051	19.9888
Si	-3.6127	9.6561	19.7301
Si	8.3969	7.4335	21.8515
Si	2.5337	2.3976	13.3489
Si	5.6278	-1.4565	14.8028
Si	2.7855	7.991	9.6348
Si	-3.571	-2.6574	16.9801
Si	0.787	11.598	11.9705
Si	6.4825	4.9642	22.6513
Si	1.5654	-7.1501	17.1686
Si	11.1533	8.8026	10.9345
Si	5.3978	1.3923	14.0439
Si	8.1293	4.0539	10.4216
O	8.1289	2.5472	11.029
O	5.6379	-1.7169	13.1889
O	9.8171	1.539	18.4058
O	3.6713	-6.6668	20.3333
O	-1.3537	8.9281	10.4077
O	0.0863	0.1826	20.5643
O	1.1546	7.9968	9.8802
O	15.0368	2.3659	13.7852
O	17.899	-1.2339	10.9874
O	12.5067	0.1453	18.2434
O	10.9353	6.422	16.2384
O	10.2879	-2.3645	14.8972
O	7.8962	4.4346	14.3781
O	13.2318	12.1706	12.2215
O	6.779	6.7737	16.9421
O	11.101	11.1839	13.438
O	12.9305	4.6577	15.8671
O	19.6745	-0.5286	19.5087
O	0.2904	13.0964	22.2922
O	5.9575	0.8008	12.6201
O	5.6711	2.5331	19.3887
O	-1.9719	1.7862	20.8865
O	5.1053	0.0909	15.0197
O	7.97	5.0572	11.7089
O	12.5293	2.0638	14.6529
O	6.1537	4.1421	21.3078
O	1.7526	4.7187	18.5082
O	0.8892	10.2826	11.0347
O	3.8675	0.7393	19.0788
O	11.3342	8.8778	17.3582
O	11.4798	5.4624	11.1042
O	10.8787	12.7803	11.1768
O	3.0145	-2.0001	17.37
O	6.0614	4.3717	16.3388
O	-2.2476	8.1815	23.2881
O	0.9935	16.8594	13.7384
O	10.1687	4.1542	12.985
O	5.7167	5.133	18.8458
O	9.59	4.1843	21.8672
O	4.2167	6.3994	17.1061
O	3.8502	7.9227	10.751
O	4.5121	-0.4323	10.8705
O	7.6276	8.4724	20.8364
O	1.8479	2.4402	19.8565
O	8.9549	-2.8981	17.1367
O	-1.1501	6.7471	21.2366
O	-2.3294	-1.9474	12.9069
O	8.9919	0.2408	11.5573
O	-0.6538	12.086	15.8159
O	4.6298	8.3785	15.3932
O	8.3668	2.9153	16.5615
O	2.3337	-3.6658	15.4564
O	-4.7407	10.7902	20.1236
O	9.6169	4.1331	9.7361
O	13.4746	2.4647	17.3581
O	2.3268	0.3766	22.1337
O	11.056	8.1054	12.4004
O	6.5224	2.2695	14.7936
O	-1.7932	6.5509	13.5657
O	-0.0111	3.4252	17.0159
O	11.9996	4.9235	21.0146
O	4.6676	1.47	21.5176
O	7.0212	-1.7581	15.6451
O	12.507	-0.3938	15.6629
O	6.8062	-1.9252	18.3289
O	12.9251	3.7855	12.6762

Results
free energy: -135731.537 eV
free energy less fixed offsets of O -568.88, Si -635.61 eV per atom: 3.793 eV

Forces (eV/angstrom), in the order of the atoms: element, x, y, z
Si	0.0136	-0.0182	-0.0483
Si	-0.0087	0.0052	0.0057
Si	-0.0073	0.0148	-0.0222
Si	0.004	-0.0067	0.0105
Si	0.0015	-0.0087	0.0261
Si	-0.0342	0.018	-0.0234
Si	0.0093	-0.0005	0.05
Si	0.0057	0.0034	-0.0081
Si	-0.0009	0.0138	0.0249
Si	-0.0012	-0.0013	0.0022
Si	-0.0134	-0.0016	0.0186
Si	0.0192	-0.0073	0.0078
Si	0.0021	-0.008	-0.0046
Si	0.0134	0.01	0.0177
Si	-0.0061	-0.0028	0
Si	-0.0276	0.0053	0.0157
Si	0.0021	-0.02	-0.0138
Si	-0.0008	-0.0022	-0.0072
Si	-0.0158	0.013	-0.0173
Si	0.008	-0.0042	-0.0052
Si	0.0133	0.016	-0.0226
Si	0.0005	-0.0081	-0.0072
Si	0.0152	-0.0049	-0.009
Si	-0.0082	0.0056	-0.0071
Si	0.0909	0.5488	0.1531
Si	-0.083	0.0807	-0.2347
Si	-0.3256	-0.5645	0.1386
Si	0.1164	0.1701	-0.3726
Si	0.1595	-0.0785	0.49
Si	-0.6118	-0.0945	0.0574
Si	-0.1974	0.0124	0.0638
Si	0.5129	0.2296	-0.0639
Si	-0.0207	-0.0682	0.0042
Si	0.0589	0.0306	-0.0685
Si	0.0131	0.0092	0.0471
Si	0.0782	0.012	-0.0493
Si	-0.0804	-0.1558	-0.055
Si	-0.0918	0.0095	0.0343
Si	0.079	-0.0118	-0.0301
Si	0.0685	0.058	0.0509
Si	0.0574	0.0207	-0.0203
Si	-0.0515	-0.0109	-0.0257
Si	-0.0056	-0.0111	0.0009
Si	-0.0142	0.0696	-0.0018
Si	0.0293	0.0277	-0.04
Si	-0.0317	0.0167	-0.0244
Si	-0.0757	0.0228	-0.0252
Si	0.0053	-0.0353	0
Si	0.0532	-0.0416	0.0154
Si	0.004	0.0065	-0.0116
Si	-0.0013	-0.0271	0.0287
Si	0.0018	-0.0025	0.0273
Si	-0.0058	0.021	0.0018
Si	0.0398	-0.0287	0.0061
Si	0.0176	0.0153	0.0302
Si	-0.0112	-0.0476	0.031
Si	-0.1294	-0.0312	-0.033
Si	-0.0134	-0.0479	0.0299
Si	0.1315	0.0803	0.0362
Si	-0.0929	0.0407	-0.046
Si	-0.0318	-0.0037	0.0447
Si	-0.0845	-0.0376	-0.0173
Si	0.0254	-0.039	-0.0035
Si	0.1039	0.1559	0.0392
Si	-0.2865	-0.1723	-0.1703
Si	0.4245	0.29	0.1289
Si	0.1307	-0.1553	-0.4729
Si	-0.0331	-0.0176	0.4435
Si	-0.3302	-0.0209	0.3214
Si	0.2383	-0.2234	-0.5579
Si	-0.2355	0.0204	-0.1058
Si	0.3644	-0.0543	0.0867
Si	0.0516	-0.0023	0.0232
Si	0.0024	-0.0151	0.0024
Si	-0.0325	-0.031	0.0096
Si	0.0089	0.0036	0.0092
Si	-0.0298	0.0084	0.0125
Si	0.0398	0.0245	0.0141
Si	0.0074	0.0049	0.0023
Si	-0.0222	-0.0231	0.0046
Si	-0.0941	-0.0724	-0.0565
Si	0.0179	0.0326	-0.0286
Si	-0.0152	0.0211	-0.026
Si	0.0184	0.0268	-0.0024
Si	-0.0043	0.0087	-0.0416
Si	-0.005	-0.0029	0.0054
Si	0.0592	0.0076	-0.0254
Si	-0.019	0.0099	-0.0394
Si	0.003	0.0651	0.0675
Si	-0.0395	-0.0103	0.0186
Si	-0.0059	-0.0052	0.0218
Si	0.0256	-0.0237	0.0074
Si	-0.1557	0.0809	0.2042
Si	-0.0148	-0.0192	0.0166
Si	0.0117	0.0277	-0.035
Si	0.0038	-0.0037	0.0809
O	0.0043	-0.0008	-0.0051
O	0.01	-0.0075	0.0111
O	0.0058	-0.0114	-0.0007
O	0.0089	-0.0043	0.0108
O	0.0033	-0.0021	-0.0084
O	-0.0066	0.0047	-0.0133
O	0.0139	-0.0136	-0.0421
O	0.047	-0.031	0.0134
O	-0.0099	0.0075	0.0054
O	0.043	0.0222	-0.0474
O	-0.0065	0.0191	0.0072
O	-0.0962	-0.0158	0.0111
O	0.0145	0.0025	0.0167
O	0.0184	-0.0071	0.014
O	0.0055	-0.0032	-0.0132
O	0.0908	0.191	0.2577
O	-0.0012	-0.0007	-0.0111
O	-0.0094	-0.0002	0.0012
O	-0.0032	0.0054	0.0095
O	-0.0087	0.0077	0.0068
O	-0.0017	0.0004	0.0233
O	0.0123	-0.0166	-0.0118
O	0.0104	0.0076	-0.0058
O	0.0087	-0.0072	-0.0182
Si	0.0014	0.0014	0.0119
Si	0.0046	-0.0056	0.0204
Si	-0.0023	0.0037	0.0156
Si	0.0025	0.0061	0.0173
Si	0.0602	0.0403	-0.0064
Si	0.0032	-0.0104	-0.0127
Si	0.0099	-0.0051	-0.0273
Si	-0.0003	0.0058	0.0166
Si	-0.0137	-0.0078	0.0175
Si	-0.0009	-0.0029	0.0255
Si	-0.0081	-0.0045	-0.0324
Si	0.0026	-0.0044	0.0236
Si	-0.0114	0.0072	-0.0247
Si	-0.0033	-0.0034	-0.0112
Si	-0.003	0.0058	0.0243
Si	-0.0001	-0.0037	0.0231
Si	-0.0002	-0.0019	0.0072
Si	0.0128	-0.0687	0.0295
Si	-0.0064	0	0.0145
Si	0.0034	-0.0006	0.0147
Si	-0.0032	0.0041	0.0105
Si	0.0024	-0.0019	0.0193
Si	-0.0019	0.0021	0.0217
Si	-0.001	-0.0035	0.0294
Si	0.0041	-0.0038	0.0164
Si	-0.0022	-0.0011	0.0158
Si	-0.0008	0.003	0.0179
Si	0.0015	0.0095	0.0036
Si	0.0041	0.0056	0.034
Si	0.5292	-0.2326	-0.0964
Si	0.0017	-0.0086	0.0147
Si	-0.0084	0.0444	0.0049
Si	0.0024	-0.0026	0.0153
Si	0.0007	-0.0017	0.0138
Si	-0.0744	0.0361	0.0158
Si	0.0009	0.0117	0.0083
Si	-0.0068	0.0105	-0.0335
O	-0.0097	0.0098	0.0253
O	-0.0192	-0.0133	-0.0276
O	0	-0.0027	-0.0026
O	-0.0008	0.0007	-0.0091
O	0.0329	-0.0112	0.0112
O	0.0007	0.0001	-0.0072
O	-0.1864	-0.0203	0.025
O	0.0004	-0.0044	-0.0001
O	-0.0037	-0.0028	0.0182
O	-0.0016	0.0027	-0.0067
O	0.0014	-0.0017	-0.0084
O	-0.0009	0.0037	-0.0127
O	0.0054	0.0104	-0.0092
O	0.0005	-0.0134	0.0005
O	0.0014	0.0055	-0.0063
O	-0.0013	-0.0057	-0.0059
O	0.0005	0.0028	-0.0086
O	-0.0015	-0.0003	-0.0072
O	-0.0014	0.0008	-0.014
O	0.0007	-0.0084	0.0025
O	0.0023	0.0003	-0.0097
O	-0.0013	0.0047	-0.0096
O	0.0012	-0.007	-0.0086
O	0.003	-0.0028	0.0101
O	0.0002	-0.002	-0.005
O	0.0016	0.0016	-0.0088
O	0.0009	0.003	-0.0012
O	0.0119	-0.0473	-0.0078
O	0.0031	-0.0027	-0.0082
O	-0.0008	0.0008	-0.0081
O	0.0044	0.0147	0.0073
O	0.0037	-0.0069	0.0155
O	0.0021	0.0001	-0.0099
O	0.0007	-0.0001	-0.0039
O	-0.0063	0.0052	0.0079
O	-0.0014	0.0045	-0.0017
O	0.0011	-0.0013	0.0059
O	0.0002	-0.0041	0.0004
O	-0.0003	0.0047	-0.015
O	-0.0032	0.0033	-0.009
O	-0.2398	0.0918	-0.3284
O	-0.0364	-0.074	-0.0289
O	0.0023	-0.0022	-0.0097
O	0.0006	0.0014	-0.008
O	0.0033	0.0014	-0.0083
O	-0.002	0.0002	-0.0129
O	-0.0004	0.0013	0.0072
O	0.0009	-0.0008	0.0194
O	0.0027	-0.002	-0.0061
O	0.0008	0.0024	-0.0106
O	0.0048	-0.0017	-0.002
O	-0.001	0.0018	-0.0074
O	0.0011	0	-0.0085
O	0.0059	-0.0023	0.015
O	0.0017	-0.0009	-0.007
O	0.0008	0.0005	-0.01
O	0.0226	0.0013	-0.0048
O	-0.0065	-0.0145	-0.0132
O	0.0083	0.0079	0.0014
O	0	0	-0.0055
O	-0.0062	0.0036	-0.0077
O	-0.0034	-0.0035	-0.005
O	-0.002	0.0019	-0.0117
O	-0.004	0.0043	-0.0063
O	0.0018	0.0045	-0.0015
O	-0.003	0.0022	0.0081

The program warned: the cutoff lies below the one the program advises for these potential files; the forces do not sum to zero within the program's tolerance; the exchange-correlation potential is rough where the density is thin.
